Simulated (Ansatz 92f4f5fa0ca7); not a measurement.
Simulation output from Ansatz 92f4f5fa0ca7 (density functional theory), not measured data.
Periodic cell of 198 atoms, Si117O81, from a study of silicon, its oxide and their interface. The atomic structure is a simulated model.

Settings
functional: r2SCAN
potential files: Ansatz norm-conserving
basis: plane waves
wave-function cutoff: 1300 eV
density cutoff ratio: 4
exchange-correlation grid ratio: 1
k mesh: 2 x 2 x 1, shifted by 0.5 0.5 0.5 of a step
self-consistency stop: 5e-08 eV per atom in the density residual
occupations: Fermi-Dirac, 0.05 eV
spin: none
net charge: 0

Cell vectors (angstrom)
a, 11.5403, 0, 0
b, 0, 11.5403, 0
c, 4.7446, -0.5758, 26.439

Atoms and the computed forces on them: element, x, y, z (angstrom), force x, y, z (eV/angstrom)
Si, -0.6681, 10.7665, -0.1053, -0.3023, -0.9127, 0.2625
Si, 2.5955, 4.122, 1.5721, -1.2274, 0.0186, -0.0964
Si, 3.7719, 8.1506, -0.4076, -0.1156, -0.036, 0.0467
Si, 5.329, 8.9887, 2.9268, -0.0099, 0.04, 0.2648
Si, 4.008, 1.594, -1.2965, -0.3159, 0.2174, -0.2596
Si, 5.4315, 7.3864, 1.2145, -0.0577, -0.1157, 0.1344
Si, 7.0909, -0.9172, 0.2853, -0.6804, 0.6761, -0.21
Si, 8.8882, 3.1583, -1.3697, -0.1039, 0.111, -0.0282
Si, 7.0424, 8.3338, -0.2857, -0.0885, -0.2305, -0.8165
Si, 5.2152, -0.6237, 1.67, 0.179, -0.0259, -0.0212
Si, 4.6524, 3.121, 1.4796, 0.2314, -0.2754, -0.2345
Si, 2.1132, 6.4429, -0.2977, 0.129, 0.0722, 0.3501
Si, 9.108, -0.495, 1.4623, 0.028, -0.1085, 0.0867
Si, 9.8269, 3.3471, 1.5687, -0.3639, 0.1032, -0.3019
Si, 9.9645, 7.1776, 1.7424, 0.0078, -0.0087, -0.3591
Si, 12.8514, -0.7507, 1.3115, -0.0793, -0.0957, 0.2473
Si, 12.2251, 2.8919, 1.3127, 0.4176, -0.0264, -0.5294
Si, 12.3581, 7.0887, 1.6617, 0.0668, 0.0634, -0.2405
Si, 5.173, 1.3534, 2.885, 0.109, -0.1035, 0.2116
Si, 5.4011, 5.2517, 2.4788, 0.0732, 0.1564, 0.1313
Si, 3.3953, 10.4682, 0.2717, 0.139, 0.2043, -0.1913
Si, 9.1263, 1.4425, 2.799, 0.1004, -0.0442, -0.0462
Si, 9.3585, 5.2141, 2.9043, -0.1035, 0.0993, 0.1089
Si, 9.2394, 9.1087, 2.8982, 0.0508, 0.0275, 0.1231
Si, 12.8422, 1.1598, 2.7545, -0.0698, -0.083, -0.0088
Si, 13.0287, 5.3947, 3.1072, 0.6189, 0.5072, 0.4595
Si, 12.941, 9.0151, 2.8604, 0.0799, 0.0176, -0.0691
Si, 3.2332, 1.3281, 4.177, -0.1062, 0.1071, 0.1752
Si, 3.5584, 5.3101, 4.1728, -0.1587, 0.3275, 0.3988
Si, 3.3646, 9.0188, 4.2336, -0.0272, 0.0181, -0.1616
Si, 7.1781, 1.4268, 4.12, -0.0561, 0.0372, -0.0069
Si, 7.2527, 5.2314, 4.0596, 0.0393, -0.0265, -0.1671
Si, 7.2739, 9.0172, 4.2332, 0.0485, 0.0153, -0.1262
Si, 11.0299, 1.2913, 4.2085, 0.0358, -0.0413, 0.1765
Si, 11.1389, 5.1656, 4.4161, 0.0539, -0.1283, 0.0157
Si, 11.097, 9.0946, 4.3155, -0.0208, 0.0864, -0.0255
Si, 3.3534, -0.5721, 5.5862, 0.0082, 0.0049, -0.0567
Si, 3.3573, 3.2976, 5.5241, 0.0838, 0.0936, -0.1023
Si, 3.4021, 7.1546, 5.6516, 0.3189, -0.1541, 0.0902
Si, 7.272, -0.5117, 5.4654, 0.0704, -0.0019, -0.0223
Si, 7.1936, 3.3204, 5.5009, 0.0045, -0.1036, 0.0962
Si, 7.2189, 7.0847, 5.5754, 0.0191, 0.0266, 0.0876
Si, 11.0858, -0.5418, 5.6357, -0.0273, 0.0074, -0.0288
Si, 11.1854, 3.1909, 5.6344, -0.1966, -0.0227, 0.0073
Si, 11.0652, 7.1597, 5.6658, 0.0407, -0.0219, 0.0094
Si, 5.3869, 10.9863, 6.835, -0.0998, -0.0861, -0.0614
Si, 5.2639, 3.2108, 6.9285, 0.0015, -0.0246, 0.0781
Si, 5.3053, 7.0867, 7.0187, -0.168, 0.2057, 0.1703
Si, 9.1471, 11.0536, 6.8959, -0.0206, -0.1412, -0.0348
Si, 9.173, 3.2926, 6.8132, -0.011, -0.0389, -0.0399
Si, 9.1156, 7.132, 6.9855, -0.0656, 0.0154, 0.0531
Si, 12.9832, 10.9757, 6.9798, 0.0629, 0.0201, -0.0412
Si, 13.0751, 3.29, 7.0653, 0.0592, -0.0571, 0.0676
Si, 12.9915, 7.1807, 6.999, 0.0995, -0.0094, 0.0183
Si, 5.4119, 1.2504, 8.3329, -0.0115, 0.158, 0.124
Si, 5.1354, 5.0864, 8.3633, -0.0278, 0.0411, -0.3073
Si, 5.3437, 9.1252, 8.2591, 0.1984, -0.1572, -0.0555
Si, 9.305, 1.4392, 8.2195, -0.0349, -0.0694, 0.0752
Si, 9.0413, 5.121, 8.2466, 0.0675, -0.0933, -0.0073
Si, 9.1333, 9.1585, 8.2534, 0.0461, 0.1302, -0.0457
Si, 13.1586, 1.2793, 8.4125, 0.1479, 0.013, -0.0521
Si, 12.8762, 5.295, 8.3754, -0.2308, 0.037, -0.0379
Si, 12.9986, 9.0971, 8.3946, -0.126, -0.0082, 0.05
Si, 3.5348, 0.5564, 9.6969, 0.0199, -0.1994, -0.1488
Si, 3.192, 5.1871, 9.7856, 0.4744, 0.4981, 0.2287
Si, 3.4597, 9.6165, 9.5609, -0.0459, 0.1991, 0.0668
Si, 7.2597, 3.2491, 11.1234, 0.1883, 0.0015, -0.1847
Si, 7.0995, 5.1092, 9.6063, -0.0431, -0.2336, 0.0614
Si, 7.2494, 9.1715, 9.6493, 0.0195, 0.2753, 0.184
Si, 11.2027, 1.4118, 9.6848, -0.1519, -0.0658, -0.0187
Si, 10.871, 5.2478, 9.7092, -0.025, 0.1992, 0.1557
Si, 10.9973, 9.1393, 9.7293, -0.0328, 0.1001, 0.1138
Si, 3.6763, 12.7166, 11.9981, -0.2838, -0.2347, 0.1473
Si, -0.1556, 3.3305, 11.0151, -0.5129, -0.4719, 0.2674
Si, 3.4334, 8.0395, 11.3097, -0.1258, 0.112, -0.1439
Si, 7.7162, 11.1406, 11.0009, 0.3968, -0.0304, 0.3643
Si, 7.4516, 1.4489, 9.5887, 0.1402, 0.0013, -0.1374
Si, 7.7181, 7.116, 10.6465, -0.5635, 0.1707, 0.2316
Si, 10.8434, 11.0873, 11.1417, -0.2231, -0.2594, 0.5884
Si, 13.6585, 3.8632, 11.5167, 0.3219, 0.2221, 0.6902
Si, 10.0932, 7.2514, 10.8398, 0.1209, 0.0143, -0.2122
Si, 5.995, 13.0529, 12.5477, 0.3065, -0.2062, 0.3635
Si, 5.1268, 4.8665, 14.9949, -0.4044, 0.1079, 0.0703
Si, 5.7963, 7.425, 13.1791, 0.2213, 0.2997, -0.0986
Si, 6.9034, 3.2791, 14.8107, 0.0355, 0.258, 0.0893
Si, 9.0823, 3.9562, 12.5914, 0.3352, -0.4415, 0.4615
Si, 10.0629, 6.9473, 13.1449, 0.1142, 0.0642, 0.042
Si, 13.0116, 11.0586, 13.6096, -0.0833, 0.0622, 0.0988
Si, 13.7931, 5.3777, 14.2559, -0.119, 0.1027, 0.0349
Si, 13.0175, 8.0501, 13.5484, 0.1658, -0.1964, 0.2149
Si, 6.0917, 1.6335, 19.5658, 0.1439, -0.1145, -0.0335
Si, 9.062, 3.3191, 17.0007, 0.3878, 0.0072, 0.1331
Si, 12.8423, 5.77, 18.6531, -0.1274, -0.0817, 0.0579
Si, 3.813, 7.2289, 18.931, 0.1089, 0.0746, 0.0035
Si, 4.1447, 0.1704, 24.49, -0.223, 0.1814, -0.3074
Si, 1.4012, 12.784, 16.2826, -0.0665, 0.0704, 0.0888
Si, 6.584, 1.8253, 24.7337, 0.199, -0.0149, 0.2491
Si, 9.7423, 7.4546, 24.0002, 0.2112, -0.0005, -0.3245
Si, 3.0804, 5.2076, 20.9212, -0.1207, 0.0651, 0.0782
Si, 14.6042, 5.1866, 23.8233, -0.2068, 0.4302, 0.024
Si, 9.1682, 8.7767, 21.4337, -0.0223, 0.1115, -0.0149
Si, 6.1618, 6.3742, 17.4068, 0.0485, 0.1725, 0.2288
Si, 15.1242, 0.9422, 18.2077, -0.1847, -0.0088, -0.1921
Si, 9.1504, 9.6697, 17.2301, -0.0057, 0.0142, -0.2017
Si, 11.8131, 4.1577, 16.2077, 0.0787, -0.1642, 0.0681
Si, 2.3317, 9.8833, 19.5136, -0.0408, -0.0112, 0.0082
Si, 6.2222, 4.8711, 24.0976, -0.3853, 0.1228, -0.5899
Si, 3.5716, 13.729, 20.7912, -0.1924, 0.0657, -0.0214
Si, 8.489, 11.0939, 19.6584, 0.0892, -0.0565, -0.0101
Si, 7.6285, 4.4292, 19.3733, 0.0704, 0.1235, 0.0242
Si, 2.1615, 11.4681, 22.2585, -0.1324, 0.085, -0.3283
Si, 8.1304, 6.0648, 21.9575, 0.1528, 0.0626, -0.0076
Si, 11.1893, 8.3488, 19.0565, -0.0174, 0.002, -0.1374
Si, 7.759, 7.9548, 15.2005, 0.1202, 0.3187, 0.1458
Si, 2.5404, 7.4122, 26.0614, 0.6138, -0.781, 0.542
Si, 10.4721, 12.112, 17.7553, 0.1493, -0.0942, 0.0543
Si, 11.4733, 0.574, 24.2353, 0.1682, -0.1103, -0.059
O, 3.291, 1.5159, 24.8713, 0.1104, -0.207, -0.0954
O, 4.6613, 2.4848, -0.0644, 0.1838, 0.014, 0.1053
O, 8.9606, 3.6552, 0.175, 0.3698, -0.2384, 0.1247
O, 2.9936, 14.1913, 12.1951, -0.1446, -0.0702, -0.1131
O, 3.654, 6.5898, 10.5949, -0.3382, -0.1305, -0.0353
O, 2.8493, 11.606, 12.9122, -0.0346, 0.3053, -0.128
O, 15.0599, 4.5188, 14.8176, 0.2454, 0.2402, -0.0107
O, 13.5326, 5.007, 12.6958, 0.0328, -0.157, -0.0047
O, 4.564, 8.2126, 12.4788, 0.0555, -0.261, -0.0403
O, 1.9405, 8.1085, 11.9842, 0.1019, -0.1164, 0.0669
O, 6.3013, 1.9213, 14.1277, 0.086, -0.2309, -0.1353
O, 6.7252, 11.5673, 12.2674, -0.1503, 0.6447, -0.1921
O, 6.9256, 7.0455, 12.0959, 0.145, -0.0037, 0.0968
O, 11.7949, 11.1079, 12.512, -0.039, 0.0561, -0.3424
O, 9.2561, 11.0439, 11.6666, -0.0672, 0.1149, -0.6402
O, -1.1727, 2.9356, 12.3333, 0.1608, 0.5976, -0.492
O, 11.4865, 7.5347, 13.6903, -0.0534, -0.1436, 0.1268
O, 8.2291, 4.9152, 20.8085, -0.1451, 0.1862, 0.0661
O, 2.9076, 5.0676, 0.2409, -0.0291, 0.3913, 0.2147
O, 12.212, 0.0276, 22.891, 0.0598, 0.1091, 0.2996
O, 8.5262, 10.2171, 21.0249, 0.1648, -0.1481, -0.1565
O, 5.159, 1.5218, -2.4698, 0.3033, -0.2887, 0.4892
O, 5.218, 1.1302, 18.2542, -0.1074, 0.1116, 0.292
O, 8.088, 7.5512, 21.2546, 0.1739, -0.16, 0.1127
O, 2.09, 10.4619, 21.0018, 0.1048, 0.1617, 0.0252
O, 13.2619, 5.0592, 20.0493, 0.3235, 0.2168, -0.0977
O, 3.6042, 11.6011, -0.9154, 0.1738, -0.2051, 0.0606
O, 7.3756, 0.6976, 19.8234, -0.1065, 0.0619, -0.0967
O, 12.0731, 12.3131, 17.5977, -0.046, 0.0764, -0.2434
O, 2.5805, 12.9847, 21.8186, 0.1294, -0.2452, 0.0376
O, 10.1221, 8.5188, 17.8389, -0.0178, 0.244, 0.1178
O, 6.6046, 3.1695, 19.4751, 0.0664, -0.0174, -0.0283
O, 7.304, 6.9635, 16.4144, -0.0843, -0.0485, -0.1711
O, 2.5972, 6.5686, 18.0474, 0.0249, -0.0104, 0.2642
O, 8.8917, 4.0243, 18.4473, -0.212, -0.0778, -0.1252
O, 7.5922, 3.1707, 16.306, 0.016, -0.0875, -0.3687
O, 6.6982, 3.2992, 24.0183, -0.3413, 0.0685, 0.0615
O, 8.1854, 3.7644, 13.9334, -0.0188, -0.1046, 0.0695
O, 9.9187, 5.3363, 12.9228, -0.4054, -0.2405, 0.1445
O, 10.1871, 4.1534, 16.1581, -0.1224, -0.1525, 0.0546
O, 13.9996, 6.9996, 14.3336, -0.2241, -0.0503, -0.2639
O, 14.6291, -0.5558, 18.6001, 0.0245, 0.1108, 0.0995
O, 11.6642, 6.8183, 18.9643, 0.1917, 0.0822, -0.0254
O, 13.1931, 9.5368, 14.151, -0.0312, -0.064, -0.3085
O, 5.059, 13.0579, 20.8258, -0.0918, 0.1238, -0.1728
O, 3.7247, 3.7467, 21.1486, -0.0443, -0.0228, 0.0466
O, -1.1435, 9.2258, -0.666, 0.0587, 0.5572, 0.0374
O, 6.9081, 0.0081, -1.0696, 0.0015, 0.0165, -0.0633
O, 12.3054, 4.6226, 17.6737, 0.0077, 0.1027, -0.143
O, 5.3688, 6.0408, 13.8877, -0.0364, -0.0998, 0.2191
O, 3.33, 8.6149, 19.5976, -0.1164, -0.0997, -0.1277
O, 8.9102, 7.3494, 14.234, 0.1609, -0.1052, -0.064
O, 6.8607, 5.6653, 18.6721, -0.0031, -0.1145, -0.0752
O, 2.9695, 12.7916, 16.733, -0.1118, -0.0455, 0.1775
O, 9.9672, 11.7403, 19.2789, -0.2645, -0.1088, -0.2159
O, 10.4726, 8.5584, 20.4909, -0.1781, 0.0147, 0.0028
O, 12.4287, 2.709, 15.8806, -0.0578, 0.0506, 0.0966
O, 9.5995, 8.771, 23.0075, -0.0212, -0.3036, -0.0213
O, 12.6973, 11.8908, 14.9635, 0.1224, -0.0093, -0.2161
O, 6.4671, 8.3846, 14.3145, 0.0346, -0.4383, -0.1692
O, 12.4269, 5.1304, 15.0903, 0.1147, -0.0848, -0.0996
O, 8.1003, 10.1347, 18.3933, 0.3168, 0.0892, 0.0644
O, 5.2663, 5.3357, 16.5529, 0.0146, 0.076, -0.2835
O, 6.8064, 5.7401, 22.8363, -0.0059, -0.2152, 0.1528
O, 5.1348, 7.4884, 18.0231, -0.0296, -0.3539, -0.0169
O, 3.3036, 10.9394, 23.2989, 0.1236, 0.3475, 0.2325
O, 14.5171, 2.0208, 19.2786, 0.3209, -0.2232, 0.0794
O, 14.259, 6.2721, 24.9429, 0.0666, 0.0757, -0.3403
O, 9.6667, 1.8519, 17.2417, -0.0918, 0.1913, -0.0129
O, 8.3426, 9.2681, 15.9125, 0.0123, -0.2745, 0.0879
O, 5.8774, 1.9386, 26.2087, -0.3828, -0.6, -1.3038
O, 9.0025, 4.4227, -2.3662, 0.1513, -0.1725, 0.166
O, 10.0805, 10.903, 16.7564, -0.1105, -0.0031, 0.4166
O, 14.2511, 5.8206, 22.3737, 0.2356, -0.3295, 0.002
O, 5.6381, 0.6741, 24.0016, -0.3488, 0.3093, 0.0038
O, 16.1603, 4.845, 23.9369, 0.2482, -0.1555, -0.0344
O, 6.5292, 7.9628, -1.8648, -0.0271, 0.2041, 0.4484
O, 9.3903, 6.1408, 23.0325, -0.2252, 0.329, -0.0311
O, 7.4567, 2.4951, -1.6734, 0.0532, -0.1211, -0.0036
O, 12.4342, 9.3976, 18.9042, 0.0602, -0.1222, 0.1219
O, 4.1337, 6.1764, 20.1423, -0.2794, -0.0341, -0.1113

Results
free energy: -51376.237 eV
free energy less fixed offsets of O -463.61, Si -117.95 eV per atom: -23.677 eV
pressure: -1.59 GPa
stress xx, yy, zz, yz, xz, xy (GPa, positive in tension): 2.39, 1.17, 1.2, -0.07, -0.12, 0.7

The program warned: the forces do not sum to zero within the program's tolerance.
